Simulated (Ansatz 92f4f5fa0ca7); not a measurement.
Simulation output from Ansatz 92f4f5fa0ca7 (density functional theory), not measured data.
Periodic cell of 430 atoms, Si266O164, from a study of silicon, its oxide and their interface. The atomic structure is a simulated model.
Doubt: the cutoff is far below the 930 eV that the study's wrapper takes by default for these files, so forces and energies are approximate.

Settings: functional PBE; potential files Ansatz PAW; basis plane waves; wave-function cutoff 580 eV; density cutoff ratio 5; exchange-correlation grid ratio 1; k mesh 1 x 1 x 1, Gamma-centred; self-consistency stop 5e-08 eV per atom in the density residual; occupations fixed; spin none; net charge 0.

Cell vectors (angstrom)
a	15.4687	0	0
b	0	12.8259	0
c	0	0	37.4509

Atoms and the computed forces on them: element, x, y, z (angstrom), force x, y, z (eV/angstrom)
Si	-0.048	1.168	34.727	-0.001	0.001	0
Si	3.853	1.145	34.822	0.005	0	0.002
Si	7.784	1.175	34.785	0.004	0.002	0.001
Si	11.61	1.123	34.762	0.01	-0.007	-0.002
Si	1.923	7.56	34.782	-0.004	-0.009	0.003
Si	5.85	7.591	34.652	0.001	-0.002	0.004
Si	9.642	7.59	34.836	0	-0.005	0
Si	13.544	7.606	34.771	0.002	0	0.008
Si	1.934	5.247	35.184	0.354	0.048	-0.109
Si	5.801	5.247	35.184	-0.076	0.2	-0.366
Si	9.668	5.247	35.184	0.238	0.074	-0.48
Si	13.535	5.247	35.184	0.037	-0.058	0.641
Si	0	11.66	35.184	-0.001	-0.052	0.29
Si	3.867	11.66	35.184	0.006	-0.196	-0.338
Si	7.734	11.66	35.184	0.073	0.308	0.292
Si	11.602	11.66	35.184	-0.268	0.084	0.25
Si	0	4.664	36.421	-0.054	0.055	0.003
Si	3.867	4.664	36.421	-0.112	0.045	-0.039
Si	7.734	4.664	36.421	-0.033	-0.13	-0.143
Si	11.602	4.664	36.421	0.038	0.028	0.058
Si	1.934	11.077	36.421	-0.005	-0.099	-0.068
Si	5.801	11.077	36.421	-0.044	-0.001	-0.048
Si	9.668	11.077	36.421	0.006	-0.069	-0.032
Si	13.535	11.077	36.421	0.06	-0.018	-0.1
Si	0	2.332	36.833	-0.293	-0.113	-0.2
Si	3.867	2.332	36.833	0.112	0.002	0.257
Si	7.734	2.332	36.833	0.046	-0.003	0.07
Si	11.602	2.332	36.833	0.156	0.016	-0.193
Si	1.934	8.745	36.833	-0.185	0.037	0.054
Si	5.801	8.745	36.833	0.184	-0.104	-0.531
Si	9.668	8.745	36.833	-0.119	0.146	0.526
Si	13.535	8.745	36.833	0.114	-0.061	0.183
Si	1.934	1.749	0.619	0.069	-0.04	-0.013
Si	5.801	1.749	0.619	-0.003	0.154	-0.03
Si	9.668	1.749	0.619	-0.041	-0.002	-0.003
Si	13.535	1.749	0.619	0.019	0.008	0.021
Si	0	8.162	0.619	-0.017	0.009	0.03
Si	3.867	8.162	0.619	-0.095	-0.104	-0.144
Si	7.734	8.162	0.619	-0.023	0.009	0.006
Si	11.602	8.162	0.619	-0.044	-0.001	0.01
Si	0	5.83	1.031	0.089	0.063	0.078
Si	3.867	5.83	1.031	0.041	0.015	0.061
Si	7.734	5.83	1.031	0.062	-0.002	-0.085
Si	11.602	5.83	1.031	-0.072	0.095	0.086
Si	1.934	12.243	1.031	0.043	0.049	0.086
Si	5.801	12.243	1.031	-0.009	-0.006	-0.005
Si	9.668	12.243	1.031	-0.014	-0.045	-0.027
Si	13.535	12.243	1.031	-0.082	-0.059	-0.027
Si	1.934	5.247	2.268	-0.04	0.04	0.488
Si	5.801	5.247	2.268	-0.001	-0.199	-0.655
Si	9.668	5.247	2.268	-0.227	0.006	-0.252
Si	13.535	5.247	2.268	0.238	0.017	0.318
Si	0	11.66	2.268	-0.153	0.027	0.142
Si	3.867	11.66	2.268	0.11	0.213	0.549
Si	7.734	11.66	2.268	0.002	-0.041	-0.196
Si	11.602	11.66	2.268	0.038	-0.342	-0.525
Si	1.934	2.915	2.68	-0.039	0.226	0.178
Si	5.801	2.915	2.68	0.075	-0.326	-0.419
Si	9.668	2.915	2.68	0.12	0.196	0.178
Si	13.535	2.915	2.68	-0.062	0.095	0.1
Si	0	9.328	2.68	0.062	-0.118	0.059
Si	3.867	9.328	2.68	0.106	0.052	0.076
Si	7.734	9.328	2.68	-0.054	0.061	-0.004
Si	11.602	9.328	2.68	0.033	-0.176	-0.132
Si	-3.773	-4.893	22.125	0.002	0.001	0.001
Si	5.699	-5.332	30.465	-0.001	0.007	0.003
Si	3.462	-5.328	31.357	-0.004	-0.002	-0.03
Si	12.96	-2.976	28.773	0.015	-0.011	0.017
Si	2.287	7.245	25.543	0.003	0.004	-0.007
Si	8.769	9.393	18.334	0	-0.001	0.004
Si	13.178	4.423	25.342	-0.004	-0.002	0.002
Si	9.55	11.274	31.784	0.003	0.004	0.006
Si	7.632	2.038	30.7	-0.001	0.002	0.006
Si	5.223	7.546	25.979	0.002	-0.002	0
Si	13.501	10.428	31.997	-0.011	0.092	-0.005
Si	19.357	1.83	30.688	0.007	0.009	0.002
Si	3.883	14.351	28.364	0.004	0.004	0.01
Si	-3.141	7.457	25.14	0.007	0.003	0.002
Si	2.048	6.215	28.618	-0.023	-0.017	-0.004
Si	15.002	7.241	31.243	0	-0.006	0.007
Si	-2.158	-0.335	26.038	0.001	-0.004	-0.002
Si	3.998	4.084	31.595	0	-0.034	0.001
Si	7.65	6.099	30.51	0.001	0	0.007
Si	10.611	-2.642	28.325	0.002	0.006	0.006
Si	-4.033	14.004	29.826	-0.007	0	-0.001
Si	-1.413	5.033	30.628	-0.002	0.014	-0.004
Si	13.61	13.694	30.886	-0.031	-0.022	0.048
Si	15.654	4.442	21.598	0	-0.001	0
Si	1.834	-1.581	31.857	0.001	0	-0.011
Si	1.93	0.806	31.534	-0.002	-0.001	-0.01
Si	1.441	-4.751	30.057	0.01	0.024	0.007
Si	15.6	3.562	28.713	0.006	-0.003	-0.009
Si	9.282	1.483	26.162	0.009	-0.002	0.001
Si	5.846	11.092	31.72	0.003	0.002	0
Si	6.827	7.177	19.084	0.002	0	0.001
Si	14.195	11.478	30.037	-0.013	-0.067	-0.018
Si	0.762	4.81	24.644	-0.002	0	-0.002
Si	2.716	2.617	25.823	-0.001	0	-0.002
Si	5.809	0.716	31.499	-0.003	-0.001	0.001
Si	9.614	0.854	31.351	0.01	-0.005	0.001
Si	4.076	5.761	29.858	-0.004	0.025	0.026
Si	5.229	10.025	27.945	0.003	-0.004	0.007
Si	6.554	9.686	29.84	0.004	-0.004	-0.001
Si	9	9.703	30.057	-0.002	0.002	-0.005
Si	0.024	3.884	32.062	-0.033	-0.03	-0.002
Si	0.157	2.09	30.587	0.024	-0.005	0.027
Si	7.775	4.155	31.859	0.002	-0.005	0.003
Si	11.941	4.938	31.896	0.004	-0.005	-0.008
Si	0.999	10.532	29.762	0.002	-0.004	-0.008
Si	2.554	11.397	28.155	-0.018	-0.012	0.013
Si	9.077	7.716	31.366	-0.005	0.004	-0.004
Si	13.119	8.5	30.713	0.002	-0.004	-0.061
Si	2.092	4.128	33.085	0.028	0.009	0.008
Si	5.819	4.002	33.158	0.002	0.002	0.001
Si	9.838	4.116	33.023	-0.003	0.001	0
Si	13.54	3.903	33.313	0.013	0.009	0.02
Si	0.032	10.417	33.202	0.008	-0.013	0.035
Si	3.854	10.563	33.002	-0.002	0	0.003
Si	7.712	10.618	33.114	0.002	0.001	0.001
Si	11.464	10.604	33.103	0.001	-0.001	0.004
Si	1.94	1.816	33.631	-0.004	0.005	0.007
Si	5.802	1.7	33.648	0.001	0.002	-0.002
Si	9.727	1.792	33.527	-0.003	-0.003	0.003
Si	13.477	1.533	33.356	-0.011	0.019	0.002
Si	-0.004	8.06	33.484	0.012	0.007	0.003
Si	3.819	8.215	33.539	0	-0.004	0.009
Si	7.871	8.264	33.424	0	-0.001	0.004
Si	11.556	8.3	33.711	-0.006	0.005	0.001
Si	0	2.332	3.917	0.193	-0.175	0.213
Si	3.867	2.332	3.917	0.236	0.033	-0.092
Si	7.734	2.332	3.917	-0.329	0.329	-0.379
Si	11.602	2.332	3.917	-0.007	-0.288	-0.96
Si	1.934	8.745	3.917	-0.276	-0.446	0.441
Si	5.801	8.745	3.917	-0.014	0.855	-0.016
Si	9.668	8.745	3.917	0.034	0.032	-0.074
Si	13.535	8.745	3.917	-0.423	-0.325	0.586
Si	1.951	6.388	4.429	0	0.001	0
Si	5.854	6.472	4.21	-0.003	0.002	0
Si	9.638	6.377	4.325	0.002	0.001	0
Si	13.564	6.306	4.447	-0.004	-0.002	-0.002
Si	-0.015	12.838	4.34	0.001	0.003	0
Si	3.879	12.847	4.436	0.001	0.001	-0.001
Si	7.698	12.859	4.282	-0.001	-0.001	0.001
Si	11.555	12.87	4.209	0	0.001	0.001
Si	0.05	5.674	5.814	-0.003	0.002	0.002
Si	4.042	5.964	5.53	0.003	-0.002	-0.003
Si	7.677	5.866	5.528	0	0.003	0.002
Si	11.494	5.415	5.373	0.011	0.034	0.028
Si	1.897	12.155	5.596	0	-0.001	-0.001
Si	5.881	12.351	5.685	-0.001	-0.001	0
Si	9.646	12.431	5.482	0.002	-0.002	-0.001
Si	13.421	12.424	5.509	0.003	-0.001	0.006
Si	-0.033	3.297	6.1	0.001	0	0.003
Si	4.682	3.662	5.695	-0.004	0.002	-0.005
Si	7.088	3.548	5.84	0.001	-0.006	0.006
Si	11.468	3.072	6.063	-0.002	0.008	0.023
Si	1.839	9.824	6.041	0.001	0.002	0.001
Si	5.682	10.031	5.966	0.004	0.002	-0.005
Si	9.555	10.059	5.877	0	-0.004	0.002
Si	13.372	10.14	5.869	0.001	0	0
Si	3.212	-1.492	9.045	0.003	-0.006	-0.006
Si	4.113	5.381	8.82	0.023	-0.03	-0.008
Si	9.943	1.408	7.062	-0.006	0.002	0.007
Si	13.454	2.834	7.31	0.004	0.011	0.01
Si	-1.085	8.134	8.632	-0.014	-0.005	-0.013
Si	3.813	9.5	7.391	-0.002	0	0.006
Si	7.652	9.538	7.145	-0.001	0.005	0.004
Si	15.312	6.031	8.229	0.006	-0.009	-0.005
Si	-7.268	13.079	12.789	-0.005	0.001	0.005
Si	3.396	4.613	18.753	-0.001	-0.001	0.001
Si	7.314	7.236	7.418	0.002	-0.006	0.002
Si	4.217	2.309	9.838	-0.001	0.013	0
Si	2.238	10.714	11.245	-0.005	0.004	0
Si	1.816	16.02	9.97	0.03	-0.004	-0.028
Si	6.737	13.001	7.913	-0.001	0.004	0.002
Si	17.141	12.839	7.848	0.003	0.009	0.001
Si	6.994	10.975	10.98	0.004	0.002	-0.005
Si	8.631	4.285	13.73	-0.003	0.003	0.009
Si	15.056	11.949	8.512	-0.006	0.001	0.001
Si	8.114	11.095	8.87	-0.001	-0.005	0
Si	-3.629	18.024	10.627	0.001	-0.004	-0.008
Si	5.714	17.008	10.193	-0.001	-0.005	0.012
Si	9.89	16.594	10.84	-0.004	0.024	-0.014
Si	15.216	9.88	7.3	0.001	0.008	-0.002
Si	-2.178	0.503	7.756	0.003	-0.009	0.005
Si	1.934	5.571	9.647	-0.044	0	0.03
Si	11.418	9.845	7.22	-0.002	-0.001	-0.007
Si	19.207	3.256	7.739	0.019	0.007	0.017
Si	-4.061	9.287	10.974	0.006	0.005	0.004
Si	7.876	15.149	7.713	0.002	-0.004	-0.008
Si	8.013	16.872	9.38	0.001	0.016	0
Si	11.283	5.874	7.585	-0.006	-0.034	-0.031
Si	1.551	2.438	7.747	-0.016	-0.013	0
Si	5.95	5.187	12.274	-0.002	-0.004	-0.014
Si	9.253	9.65	15.307	0.001	0.003	-0.002
Si	9.461	6.681	18.51	0.001	0	0.003
Si	2.538	7.77	11.929	0.001	-0.006	0.001
Si	9.038	6.121	8.661	-0.002	-0.014	0.003
Si	14.514	6.023	17.89	0	0.002	0
Si	11.139	13.203	8.848	0	0.014	0.011
Si	4.076	-3.53	16.023	0.003	0.001	0
Si	10.559	-1.9	9.176	-0.002	0	0.005
Si	4.799	7.182	7.515	-0.004	0.014	-0.006
Si	13.749	-4.117	10.796	-0.004	-0.004	0.016
Si	-4.724	1.552	17.816	0.001	0	0.002
Si	3.638	3.686	13.44	0.009	-0.004	0.001
Si	8.843	7.981	23.376	0.004	-0.001	0.002
Si	21.112	8.239	12.004	0.005	-0.001	0.007
O	29.655	6.169	14.105	0.001	-0.002	0.005
O	-18.058	11.01	14.667	0	0.002	-0.001
O	15.553	11.095	14.858	0.003	0	0.001
O	16.075	-1.548	18.584	0.001	0	0
O	-5.524	8.248	18.586	0.001	0	0
O	-7.675	27.503	26.666	0	-0.003	-0.006
O	18.461	25.804	28.215	0.002	-0.004	-0.006
O	-2.215	10.899	25.662	0.002	0.001	-0.001
O	-1.518	-16.876	14.647	-0.001	-0.001	-0.001
O	-3.102	25.59	27.314	0.002	0.003	0
O	5.625	8.894	22.283	0.002	0.001	0.003
O	21.93	9.414	11.203	-0.001	-0.001	0
O	25.143	12.711	20.861	0.001	0.001	0.003
O	-5.051	1.651	16.21	0	0	0
O	13.849	-0.429	17.738	0.001	0	0.002
O	-1.03	2.849	15.265	0	-0.001	-0.001
O	10.3	10.712	14.713	0.002	-0.002	0.003
O	8.652	-9.823	14.719	0.001	0.001	0.001
O	-1.309	20.284	11.797	0.008	0.012	-0.001
O	5.594	-4.156	13.564	0.001	-0.002	-0.001
O	22.768	8.634	18.459	0.001	0.001	0
O	5.591	-11.211	15.391	0.001	0.001	0.003
O	-10.114	31.877	22.517	0.001	-0.001	0.002
O	0.449	3.053	20.759	0.001	0.002	0.003
O	-1.901	19.065	19.206	0.002	-0.001	0
O	12.237	9.2	21.278	0.001	0.002	0.001
O	4.877	-4.175	27.116	0	0.001	0.002
O	1.321	6.345	24.59	0.001	-0.002	0.003
O	12.145	16.937	20.12	0.001	0	0
O	3.839	10.502	28.672	0.007	0.002	-0.006
O	10.08	8.058	22.325	0	0	0.003
O	1.711	1.314	25.814	0.002	0	0.003
O	14.887	2.047	17.773	0	0	0.001
O	2.731	1.899	21.33	0.001	-0.001	0.002
O	23.724	-6.264	19.639	0.001	0	0
O	8.116	-7.109	28.956	-0.006	0	0.006
O	-1.876	8.175	25.908	-0.005	-0.007	-0.007
O	7.872	1.283	16.585	-0.001	-0.001	0.004
O	-13.081	3.394	19.091	0.002	0.001	0.001
O	16.109	4.22	23.136	0	0	0.001
Si	14.087	18.798	12.479	0.004	-0.005	0.006
Si	10.319	8.057	26.171	0.004	0.006	0.004
Si	12.708	0.441	12.465	-0.001	-0.002	0.002
Si	22.227	17.833	26.155	0.005	0.002	-0.003
Si	13.799	13.86	18.454	0.001	0	0.001
Si	8.074	3.646	20.926	0.002	-0.001	0.001
Si	12.678	-15.091	20.542	0	-0.002	0.001
Si	7.625	13.471	24.049	0.005	-0.003	-0.003
Si	21.726	4.367	18.452	0.001	0	0
Si	-1.276	-2.563	15.265	0.002	0	0.001
Si	0.137	14.354	26.164	-0.003	-0.003	-0.003
Si	14.897	11.591	10.833	0.001	0.004	-0.008
Si	4.741	1.286	23.961	-0.004	-0.001	-0.004
Si	-4.973	14.373	10.833	0.001	-0.015	-0.022
Si	14.757	14.655	14.044	-0.001	-0.005	0.005
Si	11.367	7.22	31.671	0.007	0.005	0.013
Si	8.985	1.571	15.414	0.004	-0.003	0.004
Si	1.603	-0.313	18.175	0	0.002	0.002
Si	16.861	11.422	22.608	-0.002	-0.001	0
Si	6.682	2.382	27.691	-0.008	0.001	0.002
Si	-1.578	9.653	26.566	-0.005	-0.002	0.012
Si	10.65	7.249	10.12	0.002	-0.01	-0.005
Si	-4.556	-0.337	28.053	0.004	-0.008	0.008
Si	6.362	9.272	23.662	0.002	-0.002	0
Si	-9.695	-1.101	25.353	0.002	0	0.003
Si	13.188	4.765	8.687	-0.001	-0.011	-0.006
Si	11.569	10.817	13.71	-0.001	-0.003	0.002
Si	-5.434	-0.952	19.511	0.003	-0.002	0.001
Si	-7.276	0.478	21.183	0.002	0.001	-0.001
Si	-2.501	5.47	20.534	-0.001	0.002	0.002
Si	-0.81	-18.266	15.088	0.003	0	0.002
Si	8.835	6.793	15.444	0	0	0.001
Si	1.745	2.29	20.089	0.001	-0.001	-0.001
Si	-4.194	16.256	27.542	0.003	-0.004	0.005
Si	6.616	8.664	14.817	-0.001	0	-0.003
Si	-1.936	14.659	24.027	-0.002	-0.001	0
Si	20.463	12.816	9.566	0.003	-0.004	-0.003
Si	-1.282	25.772	21.535	0.002	-0.002	0
Si	-3.436	7.911	8.27	0.008	-0.029	-0.03
Si	20.834	1.246	13.824	0.001	-0.001	-0.001
Si	10.613	4.127	19.579	0.001	0.001	0.001
Si	-0.953	10.974	18.185	0.002	-0.001	0.002
Si	-10.489	-5.27	21.642	0	0	-0.001
Si	6.758	18.387	23.06	0.002	0	-0.001
Si	16.186	-9.195	11.971	-0.013	0.023	0.025
Si	2.227	20.094	14.399	0	-0.001	-0.002
Si	16.948	6.551	19.706	0.002	0.001	0.001
Si	5.723	-0.027	19.362	0.003	0	0
Si	3.228	11.684	14.044	0.001	0.007	0.004
Si	3.935	10.64	18.729	0	0.001	0
Si	3.713	0.696	21.868	0.001	0.001	0.003
Si	2.48	17.284	15.899	0.002	0.001	-0.002
Si	15.063	3.27	16.702	0.002	-0.001	0.002
Si	9.172	18.501	27.729	0.011	0.001	-0.009
Si	2.445	-3.818	20.941	0	0	0.001
Si	1.16	25.172	15.019	0	0.001	0.001
Si	1.35	10.236	25.56	-0.004	-0.001	-0.003
Si	21.811	1.815	16.817	-0.002	0	-0.002
O	30.446	14.875	24.754	0.001	-0.001	0.002
O	23.839	5.106	26.421	-0.004	-0.002	0.002
O	20.179	0.353	20.601	-0.001	0.001	0.003
O	34.104	-14.69	12.57	0.003	-0.002	0
O	35.503	15.242	12.99	-0.003	0.003	0.001
O	12.394	18.648	25.071	0.001	0.003	0.001
O	-0.698	17.617	25.384	0.004	-0.001	0.004
O	1.142	-9.123	16.433	0	0	0.001
O	21.784	3.427	17.123	0.002	0	0.001
O	-0.04	15.466	27.356	0	0.004	0.008
O	13.879	12.703	11.471	0.004	0.002	-0.001
O	-5.093	2.649	26.423	0	0	0.003
O	9.796	8.1	15.179	0.001	0	0.001
O	-2.793	5.247	12.08	-0.008	-0.003	-0.003
O	12.78	26.251	24.806	0.002	0.001	0.002
O	-9.828	7.41	20.155	0	0	0.002
O	6.353	-6.063	11.92	0	0.003	0.002
O	28.134	16.656	26.782	0.001	0	-0.001
O	18.919	-2.838	20.126	0.001	-0.001	0.001
O	22.891	3.833	19.447	0	0.001	0.001
O	10.091	0.133	18.294	0.001	0	0.001
O	6.348	27.34	23.899	-0.001	0.001	0.003
O	-12.19	15.517	27.36	0.001	0.001	0.001
O	4.859	16.968	19.26	0.002	0	0.001
O	21.675	8.136	24.828	-0.001	-0.001	0.002
O	3.383	17.737	17.158	0.001	0	0.002
O	-3.597	1.637	11.758	0.01	0.002	0.012
O	6.132	16.601	27.029	-0.004	0.001	0.004
O	9.053	14.114	24.543	0.002	-0.001	-0.005
O	-11.59	2.482	24.686	0	0	0.003
O	3.32	20.849	15.357	0.002	-0.001	0
O	14.092	4.876	21.546	0.003	0	0.001
O	13.884	-2.583	19.491	0	0	0.001
O	16.903	8.157	19.974	0.001	-0.001	0.001
O	7.09	-8.247	13.282	-0.001	0.001	0.001
O	30.601	2.606	12.672	0.01	0.006	-0.011
O	8.958	0.406	14.248	0.002	-0.001	-0.003
O	-3.98	-1.639	19.642	0	0.001	0.001
O	-2.078	0.986	13.827	0.003	0.005	0
O	1.865	16.79	25.496	0.002	-0.002	0.003
O	5.727	24.861	10.861	0.003	0	0.004
O	-9.151	5.973	18.072	0.001	-0.001	0.001
O	-2.32	-1.142	21.637	0.001	0.001	0.001
O	-14.368	-1.697	24.203	0.001	0.001	0.001
O	8.947	10.66	19.332	0	0	0
O	7.29	20.028	15.078	0.002	0	0.001
O	7.427	2.553	29.127	0.003	0.002	0.004
O	0.981	5.726	21.007	0	-0.001	0.003
O	-7.52	19.498	23.01	0	0	0.001
O	21.089	36.248	24.196	0	-0.003	-0.002
O	-18.888	6.549	21.343	0.002	-0.003	0
O	-6.177	20.686	24.929	-0.002	-0.002	-0.002
O	2.149	-9.08	12.782	-0.007	-0.004	-0.007
O	3.115	11.997	18.372	0.001	-0.001	0
O	0.031	-2.939	26.458	0.002	-0.001	-0.003
O	-5.724	0.159	26.991	-0.005	0.004	0.003
O	-1.072	10.118	11.362	0.001	0.01	0.012
O	-9.814	0.995	18.068	0.001	0	0.002
O	1.953	6.557	11.003	0.007	0.004	-0.002
O	7.955	9.358	23.299	-0.001	0.002	0.001
O	17.666	5.693	14.871	0.003	0.001	0
O	19.15	9.508	17.588	0.002	0	-0.001
O	26.048	18.387	18.782	0	0	0
O	17.483	6.853	27.104	0.004	0.002	0.006
O	22.23	13.856	12.994	0.003	0.001	0.002
O	19.578	-4.759	11.494	-0.004	0.001	0.001
O	3.397	16.261	15.03	0	0	0
O	-12.098	-4.973	21.667	0.002	-0.001	0.001
O	17.491	8.807	25.17	0.001	-0.004	0.004
O	-5.285	-9.96	18.631	0.001	0	0.001
O	14.131	13.594	20.032	0.001	0.001	0
O	17.223	-3.69	11.397	0.001	0.002	0
O	9.608	17.017	20.86	0.001	0.001	0.001
O	21.154	-3.763	16.079	-0.002	0.001	0.002
O	23.234	-12.958	22.626	0	-0.001	0.004
O	20.918	11.247	18.882	0.003	0	0.002
O	6.524	4.912	24.541	0.001	-0.001	0.001
O	-1.219	4.489	29.049	-0.012	0.009	-0.014
O	7.262	12.353	25.181	0	-0.001	0.002
O	-6.186	-7.269	14.511	0.001	0	-0.001
O	-6.554	32.014	17.004	0.001	0.001	0.001
O	1.3	4.73	28.575	0.006	0.004	0.005
O	-2.657	3.299	24.179	0	-0.001	0.001
O	16.024	0.86	14.326	0.001	-0.003	0.001
O	-6.307	13.714	11.616	0.006	0.003	0
O	19.881	-0.054	13.842	0.001	-0.003	0.003
O	-3.913	-0.659	12.801	-0.001	0	-0.001
O	19.19	-15.019	15.185	0	0	0
O	4.625	12.828	25.003	-0.002	0.004	0.002
O	-18.604	14.448	18.131	0.001	0	0.001
O	-4.06	-16.05	12.628	-0.001	0.004	0.006
O	17.787	-1.753	26.562	0.01	0.005	0.004
O	13.727	-11.463	22.491	0.001	0.001	0.003
O	-5.008	17.568	28.053	-0.002	0.001	0.003
O	40.5	16.849	12.444	0.004	0	0.011
O	9.776	19.985	27.433	-0.001	-0.003	0.003
O	29.717	4.52	17.332	0	0.001	0.002
O	-15.579	17.888	11.981	0.002	-0.006	0
O	-1.208	7.031	16.636	0.001	-0.002	0.004
O	-7.662	22.572	14.547	0.004	0.001	0.002
O	7.227	-12.799	19.964	0	0	0.001
O	6.007	6.337	26.722	-0.002	0.001	0.002
O	27.866	-4.838	23.592	0	-0.002	0.004
O	16.227	-5.045	14.885	0.004	0.002	0
O	1.532	9.937	21.921	0.002	0.001	0.002
O	5.683	11.155	26.858	0	0.002	0.002
O	11.54	2.57	28.9	0.001	0.002	-0.004
O	7.18	17.19	22.059	0	0.001	0.002
O	1.422	0.957	19.193	0.001	0	0.001
O	-5.155	22.41	26.782	-0.002	-0.007	-0.003
O	20.915	14.148	27.847	-0.003	-0.002	0.001
O	3	6.028	19.448	0.001	-0.001	0.001
O	14.278	10.036	16.883	0	0.001	0
O	4.484	-7.77	13.062	0.001	0.001	0.002
O	14.833	0.124	26.506	0.002	0.004	0.002
O	-12.683	-0.592	22.325	0.003	0.001	0.001
O	-6.501	10.026	16.858	0.001	0.001	-0.002
O	15.654	12.35	21.981	0.001	0	0.001
O	0.954	11.739	11.442	0.008	-0.001	0
O	16.851	12.815	16.588	0.002	0	-0.001
O	19.341	6.983	25.263	0.002	-0.001	0.002
O	8.165	2.083	21.325	0.001	0	0.002
O	0.595	-6.609	18.375	-0.001	-0.001	0.001
O	7.876	-1.287	12.276	-0.002	-0.002	-0.001

Results
free energy: -262362.639 eV
free energy less fixed offsets of O -568.88, Si -635.61 eV per atom: 5.941 eV

The program warned: the cutoff lies below the one the program advises for these potential files; the forces do not sum to zero within the program's tolerance; the exchange-correlation potential is rough where the density is thin.
